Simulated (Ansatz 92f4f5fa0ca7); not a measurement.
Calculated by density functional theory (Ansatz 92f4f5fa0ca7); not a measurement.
Periodic cell of 210 atoms, Si128O78As4, from a study of silicon, its oxide and their interface. The atomic structure is a simulated model.
Doubt: the cutoff is far below the 930 eV that the study's wrapper takes by default for these files, so forces and energies are approximate.

Settings
functional: PBE
potential files: Ansatz PAW
basis: plane waves
wave-function cutoff: 580 eV
density cutoff ratio: 5
exchange-correlation grid ratio: 1
k mesh: 1 x 1 x 1, Gamma-centred
self-consistency stop: 5e-08 eV per atom in the density residual
occupations: fixed
spin: none
net charge: 0

Cell vectors (angstrom)
a, 10.938, 0, 0
b, 0, 10.938, 0
c, 0, 0, 31.6397

Atoms and the computed forces on them: element, x, y, z (angstrom), force x, y, z (eV/angstrom)
Si, -0.4029, 0.4899, 24.2618, -0.0651, 0.0217, -0.0928
Si, 6.0258, -0.548, 24.0461, 0.02, -0.0407, 0.01
Si, 2.2654, 3.1227, 24.4653, 0.0675, -0.0031, -0.2951
Si, 8.8317, 2.2726, 24.0846, 0.0826, 0.001, -0.0444
Si, 0.6311, 4.9608, 24.3867, -0.0593, -0.0001, -0.2103
As, 5.0258, 5.9059, 24.0469, 0.0262, -0.0351, 0.0098
As, 3.1875, 7.7322, 24.0398, -0.0234, -0.0034, 0.0567
Si, 7.7274, 8.5242, 24.2455, 0.0597, 0.0355, -0.0945
Si, 1.2991, 1.3667, 25.6476, 0.0459, -0.0156, 0.0009
Si, 6.9502, 1.3108, 25.2972, -0.0567, -0.019, 0.0198
Si, 4.1066, 4.176, 25.5112, -0.0045, -0.0758, -0.0036
Si, 9.6336, 4.0593, 25.4384, 0.0084, 0.0829, 0.0262
Si, 1.5253, 6.7912, 25.5678, -0.0436, 0.0353, -0.0511
Si, 6.7026, 6.8615, 25.5526, 0.0454, -0.0239, -0.006
Si, 4.2012, 9.4933, 25.3977, 0.0019, 0.0698, -0.0495
Si, 9.5402, 9.5879, 25.4141, -0.0193, -0.127, 0.0199
Si, 2.7793, -0.0538, 26.8051, -0.0026, -0.0368, -0.0193
Si, 8.2164, -0.0033, 26.8521, -0.0175, 0.0169, -0.0573
Si, -0.0377, 2.7521, 26.9553, -0.0172, 0.0385, -0.0539
Si, 5.5264, 2.6991, 26.7456, 0.0511, 0.036, -0.0184
Si, 2.7736, 5.4308, 26.9643, 0.1024, 0.0813, -0.0499
Si, 8.1967, 5.4586, 26.7845, -0.0151, -0.062, -0.0043
Si, 0.0157, 8.2005, 26.7878, 0.0147, 0.0563, -0.0121
Si, 5.4534, 8.2378, 26.931, -0.1153, -0.1141, -0.0008
Si, 4.1018, 1.3673, 28.2215, 0.2517, -0.0499, -0.6619
Si, 9.5708, 1.3673, 28.2215, -0.3552, -0.1413, 0.5346
Si, 1.3673, 4.1018, 28.2215, -0.1459, -0.0958, 0.7183
Si, 6.8362, 4.1018, 28.2215, 0.118, -0.2098, -0.5322
Si, 4.1018, 6.8362, 28.2215, 0.087, 0.1602, 0.7091
Si, 9.5708, 6.8362, 28.2215, 0.0112, -0.0353, -0.5936
Si, 1.3673, 9.5708, 28.2215, 0.0902, -0.1518, -0.3794
Si, 6.8362, 9.5708, 28.2215, 0.2146, 0.323, 0.3155
Si, 0, 0, 29.5887, -0.0246, 0.0735, -0.0078
Si, 5.469, 0, 29.5887, 0.0748, 0.0416, 0.0376
Si, 2.7345, 2.7345, 29.5887, -0.0714, 0.0315, -0.0101
Si, 8.2035, 2.7345, 29.5887, -0.0376, -0.0949, 0.0452
Si, 0, 5.469, 29.5887, 0.0546, 0, 0.0408
Si, 5.469, 5.469, 29.5887, -0.0139, 0.1035, -0.0085
Si, 2.7345, 8.2035, 29.5887, -0.0404, -0.1104, 0.0487
Si, 8.2035, 8.2035, 29.5887, -0.0021, 0.0579, -0.0221
Si, 1.3673, 1.3673, 30.956, 0.0538, -0.0292, 0.0055
Si, 6.8362, 1.3673, 30.956, 0.0064, 0.0906, 0.0083
Si, 4.1018, 4.1018, 30.956, 0.0445, -0.0355, -0.005
Si, 9.5708, 4.1018, 30.956, -0.0546, -0.0292, -0.0119
Si, 1.3673, 6.8362, 30.956, -0.0173, 0.069, 0.0114
Si, 6.8362, 6.8362, 30.956, 0.0593, -0.0807, 0.0004
Si, 4.1018, 9.5708, 30.956, -0.0587, 0.0068, -0.0177
Si, 9.5708, 9.5708, 30.956, 0.0164, -0.0729, 0.001
Si, 2.7345, 0, 0.6835, 0.0163, -0.0325, 0.0236
Si, 8.2035, 0, 0.6835, -0.0378, 0.046, -0.0146
Si, 0, 2.7345, 0.6835, -0.0052, 0.0213, 0.0158
Si, 5.469, 2.7345, 0.6835, 0.0048, -0.0075, 0.0274
Si, 2.7345, 5.469, 0.6835, -0.0374, -0.0011, -0.0132
Si, 8.2035, 5.469, 0.6835, -0.0085, 0.0307, 0.0293
Si, 0, 8.2035, 0.6835, 0.0235, -0.0149, 0.0345
Si, 5.469, 8.2035, 0.6835, -0.0181, 0.0368, 0.0046
Si, 4.1018, 1.3673, 2.0507, -0.0305, 0.0302, 0.0236
Si, 9.5708, 1.3673, 2.0507, -0.0896, -0.0072, -0.0339
Si, 1.3673, 4.1018, 2.0507, 0.076, 0.0193, -0.0031
Si, 6.8362, 4.1018, 2.0507, 0.0506, -0.0428, 0.0143
Si, 4.1018, 6.8362, 2.0507, -0.0258, -0.0775, -0.0172
Si, 9.5708, 6.8362, 2.0507, -0.0714, -0.0202, 0.0278
Si, 1.3673, 9.5708, 2.0507, 0.0196, -0.0088, 0.0178
Si, 6.8362, 9.5708, 2.0507, 0.1073, -0.0125, -0.0314
Si, 0, 0, 3.418, 0.0481, -0.0273, 0.4322
Si, 5.469, 0, 3.418, -0.0406, -0.0165, 0.4092
Si, 2.7345, 2.7345, 3.418, 0.0071, 0.0406, -0.32
Si, 8.2035, 2.7345, 3.418, 0.01, -0.1176, -0.8038
Si, 0, 5.469, 3.418, 0.1479, 0.0262, 0.2642
Si, 5.469, 5.469, 3.418, -0.308, 0.1052, 0.2854
Si, 2.7345, 8.2035, 3.418, -0.1593, -0.0747, -0.0148
Si, 8.2035, 8.2035, 3.418, -0.0132, 0.2503, -0.6742
Si, 1.3927, 1.4118, 4.8058, -0.0592, -0.0414, 0.0371
Si, 6.882, 1.4012, 4.7724, -0.0899, 0.0718, 0.0511
Si, 4.0331, 4.0911, 4.8091, 0.0227, 0.0346, 0.0078
Si, 9.5773, 4.0272, 4.7363, -0.044, 0.047, -0.0012
Si, 1.3521, 6.8772, 4.8435, 0.0793, -0.0068, -0.0012
Si, 6.8111, 6.9394, 4.7369, -0.0417, -0.0861, 0.0344
Si, 4.0458, 9.5615, 4.824, 0.0259, -0.0148, 0.0184
Si, 9.5392, 9.5288, 4.7913, 0.0581, 0.0614, 0.0219
Si, 2.6554, 0.002, 6.2174, -0.0461, 0.0122, 0.0418
Si, 8.2475, 0.0171, 6.1345, 0.0538, -0.0504, 0.0771
Si, -0.0405, 2.6795, 6.2, 0.0543, 0.0199, 0.0679
Si, 5.4654, 2.7408, 6.1402, -0.0446, -0.0984, -0.0144
Si, 2.6345, 5.4283, 6.2509, -0.0215, -0.014, 0.0637
Si, 8.1936, 5.4899, 5.926, 0.0077, 0.0063, 0.1091
Si, -0.0611, 8.2336, 6.2505, -0.0511, 0.0032, 0.0735
Si, 5.4418, 8.216, 6.2224, 0.0228, -0.0066, 0.0427
Si, 4.5792, 0.8907, 7.3514, 0.2225, 0.0038, -0.0472
As, 9.9758, 0.9119, 7.6519, -0.0571, 0.0237, -0.0571
Si, 0.6936, 4.5588, 7.5174, -0.0134, 0.1123, -0.0317
Si, 6.3794, 4.6642, 7.1989, 0.0274, 0.183, 0.0691
Si, 4.5505, 6.3101, 7.3742, 0.0228, -0.1023, -0.0012
Si, 9.8853, 6.3058, 7.3852, -0.0147, -0.1495, -0.0304
As, 0.8885, 10.0133, 7.6789, 0.0384, -0.036, -0.0537
Si, 6.3681, 10.1331, 7.3535, -0.1419, 0.0563, -0.0439
O, 4.7125, 1.176, 9.0143, -0.0422, 0.0207, 0.0353
O, 6.5902, 10.2462, 9.0308, 0.0445, -0.0099, 0.0524
O, 9.1978, 6.2807, 8.9383, -0.0049, -0.0066, 0.0094
O, 0.6948, 4.2464, 9.1611, 0.0042, -0.0055, 0.0562
O, 4.3506, 6.5165, 9.0104, -0.0129, 0.0025, 0.0036
O, 6.9508, 4.6929, 8.7565, 0.0226, 0.0183, -0.0726
O, 5.6722, -0.1804, 22.4465, -0.0053, 0.0275, -0.0173
O, 8.1624, 7.6488, 22.8764, 0.0025, 0.0287, -0.0286
O, 23.6544, 6.5366, 20.8029, 0.0231, 0.0206, 0.0108
O, 2.5479, 2.417, 22.9864, -0.0451, 0.0531, 0.1248
O, 8.7585, 2.7646, 22.4629, -0.0143, -0.0359, -0.0111
O, 11.1316, 0.1578, 22.7295, -0.0149, 0.0049, 0.0103
Si, 1.121, 2.7054, 13.1503, -0.0053, 0.0039, -0.0086
Si, 15.7374, 2.8605, 16.5823, -0.0047, -0.0211, -0.0087
Si, 7.9504, -4.9043, 14.1065, -0.013, -0.0018, -0.001
Si, 2.9167, 1.7227, 21.5891, 0.0033, 0.0674, 0.1439
Si, 24.8151, -5.8828, 17.576, -0.0067, -0.0143, 0.0112
Si, 6.4472, 10.1494, 16.9261, -0.0052, -0.0034, -0.0148
Si, 13.2518, -0.684, 20.0953, -0.0094, 0.0292, -0.015
Si, 12.507, -1.3667, 15.6027, 0.0017, 0.0131, -0.0033
Si, 1.1541, 15.4996, 10.6969, -0.0038, -0.0113, -0.1049
Si, 7.7437, 2.8162, 10.9347, -0.0119, 0.0311, -0.0243
Si, 13.1465, -3.6265, 19.4231, -0.0072, 0.0061, -0.0293
Si, 14.191, 1.0264, 14.5092, 0.0035, -0.0011, 0.0027
Si, 7.9629, -2.7901, 18.683, 0.0048, 0.0173, -0.0211
Si, 10.494, -0.286, 21.2877, -0.0443, -0.0006, 0.0359
Si, 22.2551, 5.8111, 21.2545, -0.0672, -0.0307, 0.1284
Si, 9.5053, 3.2852, 18.2838, 0.0344, -0.01, 0.002
Si, 16.5509, 11.7694, 21.1542, 0.0235, -0.0182, 0.0472
Si, 23.0258, 3.356, 19.514, -0.0052, 0.0037, -0.0137
Si, -0.0635, 9.4995, 12.8528, 0.0094, -0.0013, 0.0201
Si, 8.1481, 5.2912, 9.7038, -0.0064, 0.0049, -0.1098
Si, 6.0872, 0.6891, 9.7956, -0.0051, -0.0163, -0.1097
Si, 6.3603, 8.5783, 14.2846, -0.0001, 0.0034, 0.0022
Si, 25.3763, 18.5453, 14.5426, 0.0051, 0.0144, -0.0063
Si, -3.2237, 1.824, 16.1359, 0.0081, 0.0004, -0.0046
Si, 8.8927, -3.0429, 21.4411, 0.0171, -0.0156, 0.1032
Si, 5.0118, 21.4353, 12.3685, -0.0051, 0.0035, 0.0006
Si, 2.6505, -2.0085, 11.7428, 0.0188, -0.0143, -0.0037
Si, 20.2064, 1.273, 13.3306, 0.0006, 0.0222, 0.0212
Si, 21.6655, 8.2832, 17.6198, 0.0031, 0.0035, -0.0139
Si, 4.3801, 0.4635, 18.4216, -0.0139, 0.0067, -0.0161
Si, 1.7688, 5.3703, 14.7724, 0.0013, -0.0177, -0.0009
Si, 8.5338, 2.1218, 20.9587, -0.0565, -0.0345, 0.0268
Si, 14.6309, 6.2971, 10.4778, 0.0267, -0.0084, -0.1012
Si, 6.2985, 5.262, 11.8402, -0.0058, -0.0124, -0.0066
Si, 10.6012, 17.3924, 12.7909, 0.0016, -0.014, -0.0095
Si, 19.9204, -4.9138, 16.9573, 0.0014, -0.0047, -0.0206
O, 18.7845, 6.7318, 17.8879, 0.0021, -0.0059, 0.0135
O, 31.8739, -4.1804, 21.0521, 0.0201, -0.0301, 0.0107
O, 6.7275, 9.6731, 15.4105, 0.0073, -0.0069, 0.0034
O, 13.1901, 12.4887, 13.3302, 0.004, -0.0041, -0.0109
O, 9.6529, -6.0897, 17.8447, -0.0062, 0.0058, 0.0131
O, 6.4225, 14.601, 11.4709, -0.001, 0.0011, -0.0043
O, 14.1465, 17.3782, 18.4396, 0.008, -0.0033, 0.0183
O, 8.4421, 12.8894, 12.1109, 0.0129, -0.0168, 0.0028
O, 0.6336, 6.3442, 14.11, 0.0066, 0.002, 0.0049
O, 13.2789, 3.9979, 18.6412, 0.0184, 0.0137, -0.0003
O, 5.9938, 9.2814, 12.8588, 0.0039, -0.0059, -0.0017
O, 10.6136, 2.1419, 13.6275, -0.0037, -0.0019, 0.0014
O, 12.794, 2.2885, 20.4991, 0.0429, -0.0367, 0.0446
O, 19.2538, 1.352, 14.6741, -0.003, 0.0003, -0.0015
O, 7.6775, 18.58, 14.1402, -0.0004, 0.0097, 0.0008
O, -5.0627, 0.5287, 11.4007, 0.0081, 0.0069, 0.026
O, 4.5073, -8.9029, 21.3443, -0.0587, 0.018, -0.0003
O, 11.3543, 5.4156, 22.8121, 0.0733, -0.0363, 0.083
O, 12.1126, -1.2937, 11.7558, -0.0069, 0.0021, -0.0078
O, 5.2563, 10.9997, 19.7518, 0.0006, 0.0078, 0.0075
O, 2.4357, 0.0099, 15.4978, -0.0083, -0.0032, 0.0013
O, 11.5057, -1.4483, 14.3377, -0.004, 0.0001, 0.0019
O, 9.2229, 5.6766, 13.1551, 0.0081, 0.0003, -0.0043
O, 13.9883, -24.375, 13.2337, 0.0011, -0.0009, 0.0072
O, 17.2911, -8.1758, 16.0398, -0.0051, 0.0026, 0.003
O, 2.7111, 5.0116, 10.5555, 0.0062, 0.0055, 0.0239
O, 6.8084, 9.0962, 18.0898, 0.0029, -0.0029, 0.0153
O, 0.8163, -3.4007, 18.6202, -0.0031, -0.0003, 0.0116
O, 9.6081, -10.0088, 20.6875, 0.0028, 0.0033, 0.0061
O, 11.628, -0.6898, 20.1921, 0.0109, -0.0118, 0.0057
O, 18.2944, -10.3942, 17.0787, 0.0014, -0.0021, 0.0084
O, 4.8638, 10.4833, 17.1567, 0.0182, -0.0073, 0.0057
O, 3.2082, 16.9569, 14.3481, -0.001, 0.0035, -0.001
O, 4.8571, 5.9779, 11.5804, 0.0138, -0.0025, 0.0184
O, 7.0416, 1.5253, 20.9478, 0.037, 0.0278, 0.0226
O, 14.7314, 10.0269, 11.3782, -0.0115, -0.0025, 0.0009
O, 7.2637, 12.767, 9.7166, 0.007, -0.0126, 0.0197
O, 8.8694, 2.5793, 16.9737, -0.0088, -0.0005, 0.0071
O, -0.6946, -2.9117, 12.5237, 0.0047, 0.0068, -0.0086
O, 7.4001, 17.0287, 10.9251, 0.0003, -0.0042, 0.0163
O, 19.5828, 3.1464, 19.6825, -0.001, 0.0153, 0.0041
O, 13.7525, 11.0994, 18.7769, 0.0102, -0.0053, 0.0016
O, 10.1251, 7.151, 16.5839, -0.0005, 0.0012, 0.0095
O, 8.8234, 14.8578, 10.3397, -0.0244, -0.0185, 0.0178
O, 7.7472, 7.9178, 20.2782, -0.019, -0.007, -0.0251
O, 15.5433, -8.9199, 17.978, 0.007, 0.0057, 0.006
O, 13.728, -3.3005, 10.7647, -0.0203, 0.0415, 0.0292
O, 2.5915, 8.2843, 15.7298, 0.0049, 0.0009, 0.0097
O, 22.1617, -6.4916, 20.3718, -0.0225, 0.0243, 0.0103
O, 11.5176, -1.4252, 16.8999, 0.0056, 0.0021, -0.0018
O, 14.7683, 2.2479, 15.4116, 0.0051, 0.006, 0.0037
O, 9.5673, -1.577, 21.5643, 0.0168, 0.0123, 0.009
O, 2.8329, 0.0699, 21.4697, -0.0099, -0.0182, -0.0244
O, 6.6326, 5.3487, 13.44, 0.0125, 0.0029, 0.005
O, 12.4922, 3.9011, 14.153, 0.0016, 0.0184, 0.0112
O, 9.7405, -0.2447, 12.841, 0.007, -0.0059, -0.0098
O, 9.4333, -2.0857, 18.4422, -0.005, -0.0147, 0.0082
O, 15.426, 0.2933, 13.7284, -0.002, 0.0034, -0.0011
O, 13.8156, 8.7276, 19.8962, 0.0031, -0.0115, 0.0253
O, 10.9964, 2.6519, 18.5281, -0.014, 0.011, 0.0075
O, 26.1828, 4.4004, 16.9209, 0.0051, 0.003, 0.0058
O, 22.9401, 3.1985, 11.5943, -0.0006, -0.0258, 0.0283
O, 5.0841, 7.7288, 14.8347, -0.0104, -0.0043, 0.0083
O, 8.2709, 5.4632, 15.6001, -0.0006, 0.004, 0.0023
O, 0.3118, 5.7515, 11.4602, -0.0139, 0.0305, 0.0228
O, 12.741, 5.2955, 16.4047, -0.0051, 0.0064, -0.0026

Results
free energy: -145157.172 eV
free energy less fixed offsets of As -4856.12, O -568.88, Si -635.61 eV per atom: -1.972 eV

The program warned: the cutoff lies below the one the program advises for these potential files; the forces do not sum to zero within the program's tolerance; the exchange-correlation potential is rough where the density is thin.
